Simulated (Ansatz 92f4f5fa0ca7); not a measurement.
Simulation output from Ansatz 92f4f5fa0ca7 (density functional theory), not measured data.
Periodic cell of 408 atoms, Si264O144, from a study of silicon, its oxide and their interface. The atomic structure is a simulated model.
Doubt: the cutoff is far below the 930 eV that the study's wrapper takes by default for these files, so forces and energies are approximate.

Settings
functional: PBE
potential files: Ansatz PAW
basis: plane waves
wave-function cutoff: 580 eV
density cutoff ratio: 5
exchange-correlation grid ratio: 1
k mesh: 1 x 1 x 1, Gamma-centred
self-consistency stop: 5e-08 eV per atom in the density residual
occupations: fixed
spin: none
net charge: 0

Cell vectors (angstrom)
a	15.4687	0	0
b	0	12.8259	0
c	0	0	36.3962

Atoms and the computed forces on them: element, x, y, z (angstrom), force x, y, z (eV/angstrom)
Si	0.0298	1.1573	33.745	0.0001	0.005	0.0132
Si	3.8523	1.1919	33.7228	-0.0165	0.0057	0.0082
Si	7.7325	1.1389	33.7829	-0.0071	0.0108	-0.002
Si	11.6087	1.1821	33.6956	-0.015	-0.0268	0.0116
Si	1.9613	7.5752	33.7401	0.0099	0.0016	0.0025
Si	5.8112	7.5867	33.7871	0.0037	0.0332	0.0092
Si	9.631	7.5689	33.6408	-0.0082	0.023	0.0122
Si	13.5237	7.5712	33.6564	0.0053	0.0058	0.0145
Si	1.9336	5.247	34.1293	0.1906	0.0744	-0.1557
Si	5.8008	5.247	34.1293	0.169	0.1342	-0.3693
Si	9.6679	5.247	34.1293	0.23	-0.0914	-0.0108
Si	13.5351	5.247	34.1293	-0.3196	-0.1949	-0.1392
Si	0	11.6599	34.1293	0.25	0.1453	0.4041
Si	3.8672	11.6599	34.1293	-0.2132	0.0683	-0.3647
Si	7.7343	11.6599	34.1293	-0.023	-0.02	0.2709
Si	11.6015	11.6599	34.1293	-0.0966	0.1884	0.1094
Si	0	4.664	35.3661	0.0274	-0.0448	-0.1133
Si	3.8672	4.664	35.3661	-0.0489	-0.0783	-0.076
Si	7.7343	4.664	35.3661	-0.0283	-0.041	-0.0884
Si	11.6015	4.664	35.3661	0.0243	0.183	0.0982
Si	1.9336	11.0769	35.3661	-0.0805	-0.0304	0.0162
Si	5.8008	11.0769	35.3661	0.0783	-0.0852	-0.0714
Si	9.6679	11.0769	35.3661	0.0108	-0.0224	0.0115
Si	13.5351	11.0769	35.3661	-0.0297	-0.0021	-0.0271
Si	0	2.332	35.7783	0.0004	0.0381	0.1608
Si	3.8672	2.332	35.7783	-0.0392	0.0199	0.1428
Si	7.7343	2.332	35.7783	0.0683	0.0757	0.3411
Si	11.6015	2.332	35.7783	0.0469	-0.0228	-0.0797
Si	1.9336	8.745	35.7783	0.1018	0.0652	0.1317
Si	5.8008	8.745	35.7783	-0.0339	0.1679	0.5165
Si	9.6679	8.745	35.7783	-0.0311	-0.0802	-0.377
Si	13.5351	8.745	35.7783	-0.0914	-0.0897	-0.2886
Si	1.9336	1.749	0.6188	-0.0034	0.0763	0.0341
Si	5.8008	1.749	0.6188	0.0433	0.0536	0.0041
Si	9.6679	1.749	0.6188	-0.0222	0.0177	0.0284
Si	13.5351	1.749	0.6188	-0.0766	0.0089	0.0079
Si	0	8.162	0.6188	0.0459	-0.0893	-0.0548
Si	3.8672	8.162	0.6188	-0.0083	0.0871	0.0158
Si	7.7343	8.162	0.6188	-0.0346	-0.0573	0.0131
Si	11.6015	8.162	0.6188	0.0166	-0.1398	-0.0475
Si	0	5.83	1.031	-0.0233	0.0022	0.0031
Si	3.8672	5.83	1.031	0.0342	-0.0631	-0.0709
Si	7.7343	5.83	1.031	0.0047	-0.037	-0.016
Si	11.6015	5.83	1.031	0.0004	-0.1282	-0.0387
Si	1.9336	12.2429	1.031	0.0755	0.0236	0.0254
Si	5.8008	12.2429	1.031	-0.0434	0.097	0.0595
Si	9.6679	12.2429	1.031	-0.0206	0.0416	0.0522
Si	13.5351	12.2429	1.031	0.0269	0.0918	0.0958
Si	1.9336	5.247	2.2678	0.1616	-0.0825	-0.3499
Si	5.8008	5.247	2.2678	-0.0599	-0.0983	-0.484
Si	9.6679	5.247	2.2678	0.0094	-0.3897	-0.6611
Si	13.5351	5.247	2.2678	0.0143	-0.3629	-0.6082
Si	0	11.6599	2.2678	-0.0788	0.094	0.4289
Si	3.8672	11.6599	2.2678	-0.0932	-0.0599	-0.0838
Si	7.7343	11.6599	2.2678	0.0696	0.038	0.3512
Si	11.6015	11.6599	2.2678	-0.1068	0.0792	0.6214
Si	1.9336	2.915	2.68	0.0054	-0.0136	0.0027
Si	5.8008	2.915	2.68	-0.0173	-0.0056	-0.0036
Si	9.6679	2.915	2.68	0.047	-0.1338	-0.0357
Si	13.5351	2.915	2.68	0.0581	-0.1153	-0.0197
Si	0	9.328	2.68	-0.0489	0.183	0.2744
Si	3.8672	9.328	2.68	-0.0066	-0.1273	-0.301
Si	7.7343	9.328	2.68	0.0279	0.202	0.3133
Si	11.6015	9.328	2.68	-0.0307	0.18	0.3631
Si	7.5116	0.169	17.1828	-0.0218	-0.005	-0.0056
Si	1.6032	4.2512	27.8168	0.0292	0.0088	0.0097
Si	8.3358	-1.5038	21.9538	-0.0103	-0.0054	-0.0005
Si	17.4886	-2.7186	24.9432	-0.0054	-0.0081	0.0112
Si	7.8242	5.0166	30.8566	0.0515	0.1473	0.1905
Si	4.0535	10.5796	22.8266	-0.0041	-0.0084	0.0076
Si	13.6764	8.8055	29.5331	-0.043	0.0024	0.0196
Si	15.8118	12.2133	21.5126	-0.019	0.0088	-0.0033
Si	-3.6229	4.8752	19.42	0.0022	0.0112	0.0054
Si	4.238	8.12	24.507	-0.0095	-0.0189	0.001
Si	5.7098	3.1206	26.2485	-0.0088	0.0024	-0.0024
Si	18.4258	-1.7998	19.982	-0.0036	-0.0039	-0.0129
Si	-0.2698	11.4933	23.8746	-0.0286	0.0024	0.0268
Si	11.6427	14.4108	29.539	-0.0117	-0.0039	-0.0157
Si	4.4021	6.8504	30.636	0.0128	0.0111	-0.0218
Si	12.5667	10.2952	22.9425	0.0142	0.0045	0.0046
Si	1.8958	0.6878	30.4963	-0.0156	-0.0213	-0.0275
Si	-0.0289	1.2702	29.1722	0.0085	0.0225	0.0149
Si	4.7341	-1.2664	28.2556	-0.0533	-0.0239	0.0248
Si	15.0742	3.6546	28.8798	0.0026	-0.0093	0.026
Si	-4.673	8.0865	22.7496	0.007	0.0175	-0.0009
Si	0.646	7.1226	20.851	-0.013	0.0049	-0.0184
Si	8.3626	10.7777	25.1071	0.0023	-0.0148	-0.0148
Si	14.6947	12.5716	26.6687	0.0029	0.0057	-0.0012
Si	3.5851	3.1123	28.5773	-0.0398	0.0219	0.0061
Si	8.3285	3.925	27.5171	0.0517	-0.083	-0.1805
Si	9.7009	-1.88	30.7831	0.0142	-0.0041	0.0143
Si	11.3656	5.5602	29.099	0.0081	-0.0077	0.0411
Si	0.8462	4.822	24.9359	0.0316	0.0076	-0.0134
Si	3.9613	4.4839	30.6799	0.0199	0.0284	-0.0234
Si	13.7394	9.6037	27.327	0.0213	0.0055	-0.0854
Si	15.4498	7.2653	30.3519	0.0165	-0.0061	0.0065
Si	-2.2222	4.7987	27.7381	0.0625	0.0319	-0.083
Si	5.9104	0.8613	30.5631	0.0027	-0.0306	-0.0437
Si	9.2195	3.9834	24.6523	-0.0054	-0.0568	0.0297
Si	13.5591	0.4569	30.3892	0.021	-0.0097	-0.018
Si	-4.6855	10.4816	27.1677	0.0038	0.0254	-0.0368
Si	1.9136	7.2868	28.909	0.0223	0.0024	0.0067
Si	9.7571	13.3262	30.4657	0.0002	-0.0029	-0.0048
Si	11.5792	7.7869	29.9894	0.0189	0.0181	-0.022
Si	-0.1065	4.8597	30.862	0.0038	-0.0067	-0.03
Si	-2.1469	5.7735	16.9744	-0.0052	-0.0089	-0.0029
Si	6.8506	7.1963	30.5152	-0.0295	-0.0618	-0.044
Si	11.5837	3.8612	30.6897	-0.0004	0.0091	0.0106
Si	1.8176	11.1884	30.8077	0.0119	-0.0171	-0.0196
Si	5.8698	11.3442	30.9185	-0.0116	0.0086	-0.0116
Si	7.9012	13.9709	29.2018	0.001	-0.0209	0.0253
Si	13.5323	10.8701	30.8506	0.0021	-0.0066	0.0216
Si	1.9373	4.2004	31.9899	0.0088	-0.0192	0.0082
Si	5.8824	4.097	32.006	-0.0238	-0.0142	-0.0154
Si	9.6483	4.0472	32.0906	-0.0235	-0.0182	-0.0561
Si	13.5303	4.0066	32.0769	-0.0232	0.0056	0.0032
Si	-0.0032	10.4939	32.127	-0.0042	0.0106	-0.0233
Si	3.8675	10.5337	31.9844	-0.0151	-0.0152	-0.0023
Si	7.7618	10.5523	32.0662	-0.0086	-0.0006	-0.0432
Si	11.5914	10.4634	32.1155	-0.0043	0.0037	-0.0003
Si	1.9204	1.8677	32.5139	-0.0028	0.0143	-0.0007
Si	5.8316	1.8576	32.6279	0.0266	-0.0023	0.004
Si	9.6007	1.702	32.5128	0.0211	0.0091	0.0082
Si	13.607	1.6555	32.4675	-0.0018	0.0055	0.0127
Si	0.0562	8.1836	32.5183	0.0012	0.0022	-0.0076
Si	3.9162	8.1642	32.5437	-0.0044	0.0156	-0.0389
Si	7.6419	8.254	32.4747	0.0087	-0.0992	-0.0139
Si	11.568	8.1295	32.385	-0.0092	-0.0002	0.0213
Si	0	2.332	3.9167	-0.0043	-0.2283	-0.374
Si	3.8672	2.332	3.9167	0.0989	0.1275	-0.6506
Si	7.7343	2.332	3.9167	-0.0234	-0.0946	0.1957
Si	11.6015	2.332	3.9167	-0.1956	-0.1512	0.2759
Si	1.9336	8.745	3.9167	0.4678	0.4095	0.1588
Si	5.8008	8.745	3.9167	-0.5151	0.5098	0.1897
Si	9.6679	8.745	3.9167	-0.0601	-0.336	0.1677
Si	13.5351	8.745	3.9167	0.1453	-0.4221	0.0595
Si	1.9892	6.442	4.2724	0.0035	0.0131	0.0002
Si	5.7884	6.4395	4.2545	0.0046	0.0259	0.0036
Si	9.6769	6.42	4.2184	0.0004	-0.0008	0.009
Si	13.5565	6.3966	4.2387	0.0052	0.0124	0.0006
Si	-0.0046	12.8147	4.4125	0.0099	-0.0327	-0.0086
Si	3.8291	12.8703	4.2887	-0.0032	-0.0032	-0.0045
Si	7.6893	12.8013	4.3985	0.0031	-0.009	-0.0014
Si	11.5539	12.8217	4.4428	-0.0122	-0.0009	0.0028
Si	0.0709	5.8902	5.4369	-0.0234	-0.0067	0.0018
Si	3.9048	5.8278	5.4749	-0.019	-0.0241	0.0063
Si	7.7168	5.9064	5.4138	0.0185	0.0167	0.0043
Si	11.6013	5.8156	5.4454	0.0059	0.0143	0.009
Si	1.9932	12.2484	5.6216	-0.0209	0.0108	0.0214
Si	5.6788	12.2889	5.5817	0.0003	-0.0038	0.0072
Si	9.5766	12.5078	5.8356	0.0238	0.0133	-0.0133
Si	13.517	12.4891	5.7814	0.0061	-0.0095	-0.0157
Si	-0.0123	3.58	5.8714	0.0015	0.0474	0.014
Si	3.8492	3.5203	5.8832	-0.0121	-0.0115	-0.0211
Si	7.7091	3.6372	5.9236	-0.0105	-0.0231	-0.0087
Si	11.5099	3.5516	5.9813	0.0004	0.0119	-0.0028
Si	2.6105	9.9591	5.9061	-0.0061	0.0045	-0.006
Si	5.1008	9.9593	5.9246	0.0143	0.0114	0.0055
Si	9.7008	8.6305	6.3102	-0.0025	-0.0104	-0.0079
Si	13.5719	8.6862	6.2829	0.0326	0.0071	-0.0077
Si	1.8896	2.9337	7.0542	0.0254	-0.0403	-0.0101
Si	5.7799	3.1729	7.1733	0.0112	0.0021	-0.0088
Si	5.7537	0.1017	10.8426	0.0706	0.0445	0.0083
Si	13.5245	3.2167	7.113	0.0115	-0.0011	0.0085
Si	-3.8293	10.9472	8.5894	0.0068	0.0067	0.0203
Si	3.2092	15.5597	10.046	0.0461	-0.3755	-0.3321
Si	5.7399	4.8954	8.866	0.0089	0.0164	-0.0984
Si	15.4359	4.6448	13.6525	-0.0501	0.0196	-0.0083
Si	0.1492	5.1211	16.5152	0.0103	0.0065	0.013
Si	2.5908	4.4953	8.6145	-0.0773	0.06	0.0345
Si	7.8589	7.3974	7.2279	-0.0112	-0.0014	-0.0042
Si	11.629	7.4954	9.3829	-0.0032	-0.0186	0.0022
Si	-0.0303	13.0852	8.904	0.0011	0.0082	-0.0123
Si	5.708	13.6789	7.5244	-0.0171	-0.0263	0.0097
Si	2.6791	10.4279	14.5712	-0.0032	0.0194	0.001
Si	11.4544	13.2586	8.8993	-0.0195	0.0013	-0.0489
Si	6.2438	9.0817	7.8407	0.0045	0.0126	0.0202
Si	6.0703	12.6786	15.3802	-0.0033	-0.0229	-0.0242
Si	7.3887	0.0875	8.9499	-0.0026	0.0044	0.0515
Si	13.07	6.242	12.1728	-0.0395	0.0024	0.0465
Si	-5.9078	16.0771	7.3369	-0.008	-0.0179	0.0066
Si	1.7853	18.9592	10.1277	-0.01	-0.023	0.0358
Si	13.5913	10.706	7.3272	0.0072	0.0095	-0.0149
Si	11.6619	7.572	7.0248	-0.013	-0.0082	0.0044
Si	1.5523	9.1515	7.8875	-0.0078	0.0099	-0.0001
Si	-1.5942	4.327	9.1079	-0.0607	0.031	0.0125
Si	13.4743	0.9973	7.7378	0.0196	-0.0027	0.0112
Si	17.4427	0.6124	7.7138	0.0886	0.0073	-0.0193
Si	6.8965	5.1072	21.5058	-0.0188	-0.0114	-0.0018
Si	4.6731	4.2697	10.9223	-0.3644	0.0361	0.1636
Si	8.9786	5.6535	-7.5745	-0.0692	0.0099	0.0015
Si	4.0036	13.5625	9.1258	-0.1065	-0.0726	-0.0246
Si	2.5728	5.0618	12.0735	0.3678	0.5024	0.2058
Si	3.1208	7.8522	9.1806	0.0248	-0.0021	0.0151
Si	5.9607	4.077	12.8326	0.0162	-0.0571	0.0115
Si	9.7158	-2.1568	7.3051	-0.0162	0.0028	0.0053
Si	5.1147	10.1196	13.8145	0.0122	0.0909	0.0313
Si	7.8642	6.0369	9.1727	0.0292	0.0045	0.0054
Si	9.4198	13.8092	7.8641	-0.0024	0.0049	0.0031
Si	15.434	7.5029	7.1513	-0.0178	-0.0098	0.0046
Si	-4.1669	0.383	11.2139	-0.0192	-0.0035	0.0629
Si	-2.2713	-4.1424	17.9123	0.0281	0.0091	0.0439
Si	13.7888	7.554	10.3955	0.0005	-0.0027	0.0286
Si	10.0413	-2.4112	11.9246	0.0072	0.004	-0.0091
Si	-4.927	9.4864	14.9138	-0.022	-0.0157	0.0092
Si	-0.0334	10.3631	12.9678	0.0375	0.0338	0.0566
Si	7.8365	10.6138	8.705	-0.0124	-0.0112	0.0111
Si	7.9881	9.7382	10.9348	0.0006	0.0147	-0.0209
O	6.2117	26.9589	23.3795	-0.0028	-0.0029	-0.0306
O	10.4055	-4.1465	21.2758	0.0023	-0.0028	0.006
O	36.0364	13.9224	21.0396	0.005	-0.0037	0.0153
O	0.3971	6.3555	25.3473	-0.0243	-0.0023	0.0053
O	-2.3483	31.0772	20.277	-0.0209	-0.0001	-0.012
O	22.7861	-11.0923	17.6588	-0.0058	0.029	0.0073
O	21.2792	21.564	14.4015	0.0243	-0.0221	0.0121
O	34.3698	20.3859	29.4811	-0.0139	-0.003	0.0166
O	34.0419	14.4636	15.1517	-0.0191	0.0125	0.0051
O	45.2195	18.4988	22.5847	-0.0715	0.0132	0.0439
O	1.7411	27.9681	10.7693	0.1495	0.0629	0.0447
O	-3.8917	13.926	21.0747	-0.0173	-0.0358	0.0194
O	13.8412	6.1807	27.041	-0.03	-0.0619	0.0451
O	15.9216	18.3611	14.9473	0.014	-0.0081	-0.0164
O	14.7663	36.8532	20.7392	-0.0131	-0.023	0.0051
O	30.8699	13.8028	21.292	0.0032	0.0051	-0.011
O	17.0301	-2.7893	13.3731	-0.0337	0.0125	-0.017
O	9.6302	12.1695	21.4568	0.0102	-0.002	-0.0016
O	14.3727	-7.2998	12.8207	0.0601	-0.0273	0.0073
O	25.7359	12.0516	11.793	0.0022	-0.0286	0.0141
O	10.8843	13.3664	23.547	0.0072	-0.0155	-0.0527
O	-8.0029	6.0257	22.7342	0.0028	0.0034	0.0011
O	8.0316	17.8011	20.3195	-0.0016	0.006	-0.0015
O	25.1348	3.7405	13.2934	-0.0116	-0.0024	-0.0169
O	35.1095	11.8522	19.1983	-0.0003	-0.002	0.0043
O	-0.8039	34.2503	26.4123	-0.0243	-0.0054	0.0226
O	3.3935	17.1023	15.2299	0.0744	-0.0093	-0.0339
O	1.7106	-5.8055	22.0957	0.0131	-0.0019	-0.0014
O	4.414	16.2319	27.1685	0.0144	-0.0076	-0.0019
O	-13.5498	5.8435	28.1503	-0.004	-0.0183	-0.0153
O	40.0585	25.6192	17.2387	0.0417	0.0017	0.0035
O	6.2215	1.5665	26.3256	0.022	-0.0239	0.0132
O	3.8584	19.542	23.7506	0.0045	0.0046	-0.0045
O	10.787	14.5815	11.9699	0.015	0.0013	-0.0216
O	-11.6886	10.2666	27.9908	0.0182	0.0268	-0.0056
O	-2.4965	29.3438	26.5347	-0.0063	0.0287	0.0249
O	5.4952	5.6881	20.8955	0.0231	-0.0042	0.0059
O	24.1007	-7.9511	15.4894	0.0088	-0.0022	-0.009
O	17.1167	-21.5293	26.1721	-0.017	0.0002	-0.0024
O	16.0271	-2.7253	24.2164	0.0043	-0.0054	-0.001
Si	14.5708	5.273	21.0218	0.0293	0.0209	0.0138
Si	12.9908	0.4328	15.4905	0.0027	0.0155	0.0071
Si	44.3204	16.4848	24.9436	-0.0238	-0.0035	-0.0359
Si	19.525	18.9926	7.7817	0.0098	0.0228	0.043
Si	8.5278	6.2277	23.9801	-0.0072	0.0028	0.0016
Si	11.0155	12.7675	22.0371	0.0631	0.0003	0.0146
Si	18.2377	-6.8675	22.7673	-0.0191	0.0047	0.0116
Si	15.0508	15.01	20.2219	-0.0063	0.0088	0.006
Si	7.3495	6.1007	12.892	0.0387	-0.0446	-0.0211
Si	23.1752	18.3605	16.6681	-0.0131	-0.0085	0.0082
Si	11.7294	5.1781	9.9596	0.0168	-0.0152	-0.0509
Si	27.4308	1.8806	19.7189	0.008	0.0001	0.0182
Si	9.3251	5.1861	14.0074	0.0217	0.0007	-0.006
Si	13.598	10.2835	15.416	0.0017	-0.0175	0.0206
Si	15.3304	10.6819	8.9443	0.0071	0.0078	0
Si	1.9601	26.2233	15.6335	0.0243	-0.0161	-0.0129
Si	3.9337	5.1374	20.8632	-0.0194	0.0043	-0.0053
Si	14.327	9.6325	20.716	-0.0101	-0.0277	-0.0107
Si	11.2682	-6.2936	14.5399	0.0173	-0.0104	0.0183
Si	17.8401	6.5188	18.4287	-0.0047	0.0124	0.0057
Si	9.8472	9.2657	29.0211	0.0097	0.0012	-0.0164
Si	19.3901	0.8343	29.2823	0.0058	-0.0017	-0.0181
Si	21.6654	2.9123	17.6466	0.006	-0.0133	-0.0041
Si	9.5419	4.3698	9.4606	0.0214	-0.0151	0.009
Si	11.8515	9.6216	10.5436	-0.0301	-0.0021	-0.0004
Si	15.156	6.2797	9.1327	0.0123	-0.0243	-0.0512
Si	23.4195	-5.0375	28.4316	-0.0208	0.0169	0.0153
Si	-0.4705	2.4158	15.5482	-0.0101	-0.0007	-0.0065
Si	21.3114	13.09	22.199	0.0225	0.0073	0.0088
Si	22.2298	12.8864	26.6203	-0.0312	0.0101	-0.0333
Si	29.5252	0.3451	12.5938	-0.0079	-0.0319	0.0036
Si	3.5987	2.9011	16.0556	0.0266	0.0393	0.0025
Si	9.0969	-3.8694	20.3333	0.0027	0.0013	0.0015
Si	19.8704	15.0673	20.1504	0.0036	0.0232	-0.0066
Si	6.0832	7.1327	14.5914	-0.0102	0.0592	0.042
Si	26.2027	0.0598	17.4113	-0.0108	0	0.0031
Si	-6.0597	15.4519	12.1238	-0.0258	0.001	0.0107
Si	8.9232	18.8917	19.4648	0.0028	0.0008	0.0045
Si	18.676	9.3164	17.4851	0.0037	0.0091	0.0007
Si	5.7908	10.549	11.4965	-0.0036	0.013	0.0067
Si	20.5605	-1.2708	17.8643	0.0091	0.0107	-0.0226
Si	20.6879	8.7023	9.9966	-0.0028	0.0052	-0.0087
Si	11.2749	1.8038	24.4916	-0.0096	0.0177	-0.0023
Si	14.3211	9.7294	10.9064	0.0379	0.018	0.0214
Si	6.4896	2.887	23.5695	0.016	-0.0011	0.0171
Si	6.5	-11.1388	12.7602	0.0492	-0.0764	-0.0593
Si	2.1779	10.0452	27.8764	-0.0042	-0.0132	-0.0024
Si	13.0133	6.183	23.4666	0.0472	-0.055	0.029
Si	7.1763	7.4696	10.8996	-0.0077	0.0375	-0.0219
Si	22.4417	8.0352	26.0942	0.0016	-0.0215	-0.0596
Si	17.5335	1.7867	18.3037	0.0123	0.017	-0.0174
Si	10.4698	-2.8321	17.728	-0.0135	0.0046	0.0216
Si	4.085	17.8821	13.9514	-0.2395	0.092	0.0525
Si	15.6148	1.9501	10.5547	-0.0795	0.0402	0.015
Si	11.7343	0.7033	27.2962	-0.0132	-0.0294	-0.0733
Si	14.4934	-5.7332	25.8464	0.018	0.0146	-0.0108
O	22.6195	-0.4649	21.6107	-0.0134	0.0076	0.0129
O	38.8726	15.882	24.2619	0.0199	0.0124	-0.0219
O	21.9922	3.6315	22.1211	0.006	0.0109	-0.0027
O	28.6452	26.3886	13.9061	0.0107	-0.0024	-0.0161
O	9.8001	23.4161	25.8554	-0.0065	-0.009	0.0158
O	15.7048	13.3937	27.6667	-0.0121	-0.0042	-0.0001
O	8.5421	10.8279	23.4924	-0.0113	0.005	0.0198
O	9.4299	-3.1532	18.9136	0.0249	0.0071	-0.0261
O	16.1286	2.1562	19.0085	-0.0127	-0.001	0.0122
O	20.2552	-16.4183	23.4176	0.0022	-0.0007	-0.0021
O	5.1583	15.4691	16.4245	-0.0302	0.0009	-0.0116
O	-1.8378	-16.2963	19.2975	0.0243	0.0017	0.0087
O	13.5626	7.111	17.8919	-0.0098	0.0317	-0.005
O	17.2415	24.7787	20.6729	0.0122	-0.0021	-0.0017
O	27.6449	-5.7636	13.2738	0.0433	0.0126	-0.0431
O	12.2005	9.7459	26.7299	-0.0018	-0.0269	0.0232
O	9.7535	-2.787	16.2451	0.0059	0.0068	0.0039
O	13.7632	-0.9695	15.824	0.0035	-0.0258	-0.0094
O	5.8442	10.9015	29.2945	0.0373	0.0197	0.0516
O	-4.3444	-0.7981	27.6309	-0.0085	0.0124	0.0377
O	45.516	9.7796	14.2301	-0.0213	0.011	0.0054
O	-3.8786	-4.0124	17.7135	0.0167	0.0082	0.0007
O	17.9736	22.4373	16.0161	-0.0006	0.0116	-0.0122
O	-7.1654	2.5778	28.4699	-0.0019	0.0678	-0.0356
O	28.331	-0.0629	11.5468	0.0261	0.0143	0.0009
O	-0.4859	3.8779	24.6849	-0.0181	0.0016	0.008
O	19.055	48.7156	21.2867	-0.0003	0.0081	-0.0006
O	8.0722	-2.8674	21.0949	-0.0017	0.0138	0.0096
O	24.1289	6.0896	17.8591	-0.0002	0.0059	0.0147
O	23.2161	6.81	25.3031	-0.0112	0.0242	0.0274
O	22.1561	11.9012	18.1703	-0.0038	-0.0074	0.013
O	11.406	22.1787	23.6128	-0.0002	-0.008	-0.0157
O	13.2661	0.5306	26.7305	0.0121	-0.0059	0.024
O	-4.0761	-9.434	19.8967	0.0021	-0.0094	0.0023
O	27.4997	-1.3072	22.0356	-0.0653	0.0652	-0.0084
O	6.7774	6.7425	16.0516	-0.0254	0.0172	-0.0376
O	-3.0979	17.5949	17.8716	0.0064	0.0098	0.0018
O	20.0167	19.3546	14.534	-0.0267	-0.1393	-0.06
O	9.4175	16.6954	26.2785	-0.0582	0.0012	0.0493
O	6.0354	-1.5541	14.5593	-0.0089	-0.0201	-0.0139
O	20.8687	3.4633	24.6665	0.0134	-0.0133	0.0213
O	14.673	3.3057	14.2118	0.0166	0.0083	0.0175
O	27.4917	17.9016	11.6128	0.0019	0.0168	-0.0003
O	4.8015	12.5074	16.5126	-0.0055	-0.0054	0.0279
O	30.7756	-0.2615	25.1369	-0.0072	-0.0143	-0.0258
O	-1.9667	7.2746	24.5658	-0.0256	-0.0565	-0.02
O	8.4288	20.3325	20.0509	-0.0034	-0.0027	-0.0031
O	15.1375	11.9803	12.879	-0.0192	0.0111	-0.0209
O	13.6259	-1.8477	23.9675	0.0294	0.0044	-0.0045
O	29.9417	11.0625	27.2523	-0.0023	0.0089	0.0099
O	15.0868	3.696	20.899	-0.004	-0.0248	-0.0094
O	22.2854	-8.4495	17.3752	-0.0013	0.008	-0.0017
O	27.8661	-6.7867	15.6377	-0.0134	0.0133	-0.0138
O	27.9695	4.8668	24.2714	0.0579	0.0431	-0.0438
O	26.3821	1.3655	26.0297	0.0074	0.0065	0.0325
O	4.9658	-0.9216	22.8411	0.0053	0.0004	-0.0022
O	16.8758	5.6844	17.4	-0.0147	-0.0059	-0.0115
O	-7.7806	12.8915	27.9643	-0.0008	0.0198	0.0171
O	13.6808	1.7208	16.2269	0.0328	0.0061	-0.0159
O	-0.5192	14.3896	12.0057	0.009	-0.0158	-0.0244
O	15.5413	-4.1944	21.0497	-0.0321	0.0223	-0.0091
O	10.4516	7.8628	15.0387	-0.0075	0.0145	0.0008
O	29.0529	14.731	19.561	-0.0034	0.0015	0.0087
O	1.2461	4.2645	12.7132	-0.0834	-0.1273	0.0361
O	12.8651	-23.4233	24.3411	0.0075	0.0216	0.008
O	21.5216	13.8444	14.2146	0.0011	0.0313	0.0043
O	17.3686	13.325	17.2857	-0.0008	0.0138	-0.0092
O	25.3477	10.0082	13.5229	0.0035	0.0096	-0.0035
O	17.255	-2.0874	26.4416	0.0041	-0.0024	-0.0052
O	13.2867	9.2812	21.9069	0.0255	0.0245	-0.0499
O	17.8947	35.6512	18.7912	0.0011	0.0098	0.011
O	11.4262	25.9904	15.9483	0.009	0.0014	0.0085
O	49.2976	-1.8087	23.8973	0.002	0.0023	-0.0066
O	8.1565	1.6438	12.5559	0.0031	0.0359	0.0154
O	34.1872	20.5108	17.6718	-0.0068	0.0055	-0.0017
O	7.6599	25.0411	25.4503	-0.0099	0.0003	0.0124
O	16.8138	-5.5417	19.4017	-0.0004	0.0067	0.026
O	22.3172	16.9494	26.8409	0.0062	-0.0055	0.0119
O	11.8437	-5.9801	22.5697	0.0015	0.0013	0.006
O	1.8585	17.7163	23.6501	-0.0079	-0.005	0.0079
O	2.8149	8.687	25.1135	-0.0038	0.0165	-0.0094
O	9.0319	3.3278	10.6842	0.0107	0.009	0.0031
O	9.5339	7.4487	23.5512	-0.0054	0.0021	-0.0018
O	12.0734	10.0276	14.9202	0.0472	0.0187	0.011
O	10.5353	18.6563	19.6501	0.0048	-0.0061	0.0038
O	33.6449	15.8348	17.4181	-0.0101	-0.0233	0.0217
O	20.1947	9.989	17.4613	-0.0027	0.0027	0.0069
O	3.1375	27.1426	19.4727	-0.0024	-0.0042	-0.0065
O	15.9994	14.0176	15.1362	-0.0138	0.0199	0.0104
O	5.4454	15.7125	19.0806	0.0005	-0.0074	0.0078
O	32.6746	21.3059	27.801	0.0001	0.0047	0.0085
O	3.3213	-7.259	19.3744	0.0113	-0.0024	0.0134
O	16.972	23.4922	29.2315	0.0101	0.0204	0.0378
O	26.682	11.4298	17.9908	-0.0078	-0.0021	-0.01
O	20.8327	-4.9416	25.6852	0.0033	-0.0007	0.0157
O	11.2284	1.2121	18.4336	0.0046	-0.0005	-0.0012
O	20.9275	-0.9045	26.8352	0.0118	0.0158	0.0031
O	30.1987	16.0813	10.0698	0.0286	-0.0357	0.004
O	-1.462	-3.4239	16.7076	-0.0335	0.0081	-0.0239
O	-13.1973	24.8133	14.9209	-0.0103	0.0025	0.0087
O	7.4206	9.5174	25.5475	0.0157	0.0183	-0.0031
O	0.1507	16.2968	16.6256	-0.0056	-0.0153	-0.0202
O	25.9223	3.1325	24.0035	-0.0198	0.0105	-0.0013
O	34.7803	3.5038	21.0203	-0.0034	-0.0029	-0.0003

Results
free energy: -249710.507 eV
free energy less fixed offsets of O -568.88, Si -635.61 eV per atom: 9.253 eV

The program warned: the cutoff lies below the one the program advises for these potential files; the forces do not sum to zero within the program's tolerance; the exchange-correlation potential is rough where the density is thin.
